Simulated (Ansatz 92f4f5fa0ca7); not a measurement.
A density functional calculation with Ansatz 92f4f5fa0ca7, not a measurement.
Periodic cell of 166 atoms, Si98O68, from a study of silicon, its oxide and their interface. The atomic structure is a simulated model.

Settings: functional r2SCAN; potential files Ansatz norm-conserving; basis plane waves; wave-function cutoff 1300 eV; density cutoff ratio 4; exchange-correlation grid ratio 1; k mesh 2 x 2 x 1, shifted by 0.5 0.5 0.5 of a step; self-consistency stop 5e-08 eV per atom in the density residual; occupations Fermi-Dirac, 0.05 eV; spin none; net charge 0.

Cell vectors (angstrom)
a, 10.9176, -0.0709, 0.0493
b, -0.0709, 10.9694, 0.0243
c, 0.1111, 0.0548, 24.6139

Atoms: element, x, y, z (angstrom)
Si, -0.2739, 0.4242, 0.3859
Si, 2.2047, 3.0882, 0.305
Si, 0.3264, 5.0889, -0.0365
Si, 3.1276, 8.0868, 0.0954
Si, 6.1553, -0.1847, 0.2286
Si, 8.3291, 2.365, 0.1107
Si, 4.9937, 5.5979, 0.2607
Si, 7.9153, 8.3716, 0.6123
Si, 1.2951, 1.4447, 1.6962
Si, 4.0457, 4.0052, 1.2789
Si, 1.506, 6.6037, 1.3869
Si, 4.3953, 9.5203, 1.5033
Si, 6.9166, 1.3934, 1.9945
Si, 9.6536, 4.0592, 1.6511
Si, 6.7197, 6.6642, 1.5814
Si, 9.6872, 9.3571, 1.4566
Si, 0.0012, 2.7093, 3.0642
Si, 2.9487, -0.0957, 2.9787
Si, -0.0687, 7.6653, 2.4609
Si, 2.9861, 5.1981, 2.9951
Si, 5.3159, 2.8152, 2.8769
Si, 8.1802, -0.0093, 2.9652
Si, 5.3626, 7.9551, 2.9296
Si, 8.2933, 5.5838, 2.9435
Si, 1.6401, 4.0276, 4.3679
Si, 4.359, 1.2369, 4.1422
Si, 1.3315, 9.4014, 4.0066
Si, 4.0539, 6.5995, 4.3903
Si, 7.1859, 4.0163, 4.3169
Si, 9.7601, 0.9121, 4.3653
Si, 7.1025, 9.13, 4.2503
Si, 9.7384, 6.7789, 4.2019
Si, 0.3064, -0.1315, 5.5781
Si, 3.0872, 2.7277, 5.4412
Si, -0.072, 5.1815, 5.3688
Si, 2.7679, 8.0925, 5.5408
Si, 5.7738, -0.1378, 5.6136
Si, 8.3595, 2.4695, 5.9179
Si, 5.7086, 5.2695, 5.7754
Si, 8.3486, 8.0391, 5.7793
Si, 1.8017, 1.3208, 6.7718
Si, 4.1769, 4.0738, 7.207
Si, 1.4165, 6.6294, 6.7705
Si, 4.2061, 9.4041, 6.793
Si, 7.0482, 0.9979, 7.1731
Si, 9.8755, 3.6509, 7.0241
Si, 6.9603, 6.5294, 6.882
Si, 9.3451, 9.6926, 6.954
Si, 0.3627, 2.6158, 8.6076
Si, 2.9128, 0.0288, 8.1166
Si, 0.0296, 7.9205, 8.2716
Si, 2.5857, 5.6176, 8.406
Si, 5.9905, 2.7822, 8.1487
Si, 8.5888, -0.3465, 8.8051
Si, 5.5174, 8.0402, 8.1576
Si, 8.6198, 5.2971, 8.0394
Si, 1.1342, 4.2914, 10.2079
Si, 4.1466, 1.8102, 9.1569
Si, 1.329, 9.6847, 9.5898
Si, 4.176, 7.0839, 9.5432
Si, 7.0677, 4.4013, 9.3729
Si, 9.856, 1.0601, 9.9608
Si, 6.6968, 9.693, 10.1602
Si, 9.5507, 6.7927, 9.8172
Si, 0.6271, 0.444, 11.2937
Si, 3.0091, 2.4347, 11.0046
Si, -0.6974, 5.1881, 11.3944
Si, 2.791, 8.6462, 10.8335
Si, 5.1124, -0.0859, 10.8536
Si, 8.3146, 2.6641, 10.7933
Si, 5.6494, 5.8402, 10.7794
Si, 8.1182, 7.8282, 10.8651
Si, 3.9431, 6.9484, 13.1312
Si, 10.1095, 7.2266, 13.3521
Si, 6.0816, 8.252, 14.9104
Si, 4.9475, 2.2232, 17.7201
Si, 1.0044, 6.0832, 19.2743
Si, 5.713, 14.7884, 15.1566
Si, -3.9321, 2.2227, 20.1225
Si, -3.3035, -0.6404, 20.5768
Si, 3.537, 7.5113, 18.2304
Si, 3.8268, 6.2533, 15.6676
Si, 5.5695, 2.1897, 12.6133
Si, 6.3412, 3.6586, 22.7734
Si, 8.0703, -1.3077, 16.3376
Si, -0.4236, 10.0964, 14.2979
Si, -10.0052, 0.9836, 16.5822
Si, 2.1861, 3.0704, 18.5988
Si, 3.4851, -0.3491, 17.817
Si, 11.0137, -4.1135, 21.9049
Si, -8.2813, 0.6175, 20.4525
Si, -2.7827, 6.2346, 15.2456
Si, 1.3734, -1.3829, 22.7196
Si, 4.2518, 1.5075, 22.9288
Si, 8.9667, 7.0682, 17.8074
Si, 9.002, 0.5344, 18.497
Si, 8.1285, 7.9362, 22.209
Si, 6.3659, 7.7405, 19.8185
O, 2.4586, -1.9214, -0.945
O, 0.263, -0.675, -0.8553
O, 1.3201, 3.7427, -0.8285
O, 3.2848, 1.8807, -0.4681
O, 0.0199, 6.1618, -1.2102
O, 4.0639, 6.7994, -0.6655
O, 7.1974, 2.6097, -0.8724
O, 5.0688, 0.5085, -0.6608
O, 15.6982, 7.0652, -5.2011
O, 3.5467, 0.4106, -2.7847
O, 5.7389, 5.0009, -1.3912
O, 9.2368, 1.0035, -0.0459
O, 8.2045, 7.5837, -0.8915
O, 9.3868, 7.0926, -3.1477
O, 1.9829, 1.3269, 11.7225
O, -0.0696, 0.1083, 12.9345
O, 10.8395, 6.2641, 12.4185
O, 3.8958, -12.9454, 17.571
O, 4.2421, 2.8353, 11.9352
O, -1.4936, 6.1516, 14.4544
O, 4.4134, 15.6909, 15.3047
O, 4.6654, 16.6284, 12.3598
O, 2.6806, -3.5061, 11.9721
O, 4.065, -1.2445, 11.2096
O, 6.9814, 2.7102, 11.7437
O, 9.2638, 3.6626, 11.7005
O, 8.2486, 6.0063, 16.9126
O, 6.6607, 7.1442, 11.0491
O, 9.045, 7.9817, 12.2945
O, 6.6683, -1.586, 19.5514
O, -1.8521, -0.917, 14.9613
O, 8.9234, -0.2997, 19.8781
O, 2.1603, 1.9999, 19.7866
O, -4.0902, 0.8125, 20.8559
O, 2.8592, 6.4767, 14.4226
O, -3.7524, 4.7002, 14.9824
O, 5.7041, 2.749, 16.3699
O, -4.3055, 9.6314, 15.5167
O, -0.6119, 0.695, 17.4909
O, 5.2066, 18.2673, 16.0684
O, -6.2047, 11.627, 17.4788
O, -2.7959, 2.0375, 18.8532
O, 0.3637, 0.3705, 15.104
O, -0.0299, -2.4463, 14.0592
O, 5.8209, 2.363, 19.1355
O, -7.6933, -0.3799, 19.3601
O, -2.9446, 10.6753, 17.5154
O, 1.3707, 10.5927, 21.4306
O, 5.7589, 2.7435, 14.0296
O, 9.0101, 8.6212, 17.2368
O, 5.3159, 0.6122, 12.2405
O, 7.627, 7.1308, 18.8247
O, 1.9928, 7.3067, 18.8253
O, 14.6406, 3.1176, 18.165
O, 18.0059, 3.3307, 21.3268
O, 2.2206, 10.9995, 16.91
O, 0.773, 5.9352, 20.8479
O, -5.9883, 2.8556, 22.2888
O, -5.9483, 8.2744, 13.6021
O, 12.2923, 4.4812, 18.9188
O, 7.6411, -1.2061, 22.1976
O, 1.3562, 2.5137, 17.1508
O, 0.9838, -2.6493, 21.8222
O, -3.5951, 7.451, 14.4097
O, -4.3368, -3.4759, 21.286
O, 6.9451, -1.5239, 24.5329
O, 3.542, 6.1972, 17.2593
O, 10.3767, 6.6541, 18.4688

Results
free energy: -43062.941 eV
free energy less fixed offsets of O -463.61, Si -117.95 eV per atom: 21.639 eV
pressure: -2.13 GPa
stress xx, yy, zz, yz, xz, xy (GPa, positive in tension): 1.86, 3.38, 1.15, 0.2, 0.52, -0.29

Forces (eV/angstrom), in the order of the atoms: element, x, y, z
Si, 0.4149, -3.9354, -1.6075
Si, 2.9479, -4.5149, -0.6758
Si, 1.1343, -0.42, 0.0203
Si, 1.019, -2.3611, 1.2222
Si, -1.9689, 0.5119, 3.3867
Si, 2.0803, -0.5707, 6.474
Si, 2.192, 3.7475, -5.7357
Si, -1.6068, -0.423, -3.2031
Si, 1.0261, 0.0742, 0.1247
Si, -1.1015, -1.4195, 2.4653
Si, 2.7742, -1.1751, -0.7748
Si, -0.8555, 0.5213, 0.7198
Si, -0.3684, 1.2064, -3.7263
Si, -0.1944, -0.4477, -1.9689
Si, -0.3438, -0.352, 0.3111
Si, -0.0113, 1.4344, 1.799
Si, -0.0864, -0.1047, 0.7268
Si, -0.9406, -0.8522, -2.146
Si, 0.6804, 3.476, 0.8188
Si, -1.2529, 1.4327, -1.6178
Si, 2.1037, 0.4037, -0.259
Si, 2.0602, -3.7585, 1.5883
Si, 0.4387, 0.4868, 1.3134
Si, -0.7988, -1.6094, -0.7841
Si, -1.8652, -0.6306, -1.4296
Si, -0.1307, 0.093, 1.6471
Si, 0.3011, -0.8457, 0.6618
Si, 2.248, 0.1459, 0.129
Si, -1.6157, -0.731, 0.46
Si, -1.2936, 2.7327, 0.0359
Si, -1.9546, 2.1607, -0.652
Si, -0.9329, -0.2907, 2.0794
Si, -0.1661, -0.8127, 0.4802
Si, 0.5123, -0.5728, 2.0188
Si, 1.3697, 0.7351, 1.3702
Si, -1.0043, 0.3296, -0.5868
Si, -0.2161, -1.2621, -1.069
Si, -0.2515, -1.513, -2.4962
Si, -3.0623, -1.3628, -2.6965
Si, 0.0616, -0.6651, -0.9998
Si, -2.2181, 0.9361, -0.0519
Si, 0.3865, -0.2926, -1.1937
Si, -1.443, 0.4028, -0.0143
Si, -0.1586, 1.1747, 0.715
Si, 1.0792, 0.4706, 0.4909
Si, 0.7967, 0.858, 0.6413
Si, 2.3253, 2.7876, 2.1698
Si, 2.6498, -1.2888, 0.5036
Si, -0.1599, 0.0257, -0.8642
Si, 1.4689, -1.6577, 1.0772
Si, 0.1835, 2.0447, -0.1741
Si, 1.1035, -1.2493, 1.5103
Si, -1.9396, 0.4583, 0.3791
Si, -2.8722, 0.1285, -0.8572
Si, 2.2288, 1.5382, -0.511
Si, -0.3375, 1.8077, 0.6948
Si, 2.3692, -1.1243, -1.1287
Si, 0.5753, -2.7998, 0.7201
Si, -1.2904, 0.8514, -0.5524
Si, -2.9186, -1.2266, 0.0801
Si, 0.1081, -2.2124, 1.6087
Si, 0.3762, 1.9757, 0.1672
Si, 3.6765, -2.1981, -2.9341
Si, 2.3041, -3.8038, -3.5904
Si, -0.3709, -1.4828, 3.068
Si, -2.3843, 1.0007, -0.5185
Si, -0.4884, -2.1459, -2.4918
Si, 3.4694, -1.9868, 0.3225
Si, -2.2735, 1.3338, -1.8714
Si, -1.3589, 2.4534, -0.0785
Si, -0.7519, 0.8696, 1.5514
Si, -2.7341, 3.6414, 3.5214
Si, -1.8815, 0.3672, -2.6943
Si, -4.0257, 1.7688, 2.293
Si, -4.0237, -3.6178, -0.1276
Si, 3.5409, 0.3747, 0.6956
Si, -2.3122, 0.9595, -2.6344
Si, 1.2749, 1.2392, 3.5234
Si, 1.2031, 0.7424, -1.3286
Si, -4.2162, 1.4077, 0.7389
Si, 2.0561, -0.6569, 2.5398
Si, 5.553, -2.3924, 2.8521
Si, 1.7612, -0.1159, -4.2248
Si, -0.2967, -4.1939, -3.8271
Si, 4.6403, -0.5267, -1.6494
Si, -1.5345, 3.6002, -0.3892
Si, -2.5099, 0.7802, 0.3321
Si, -2.0533, 1.7696, -3.4083
Si, 2.9498, -2.9305, 0.6891
Si, 3.6417, 0.0227, 2.2257
Si, -1.8465, -1.7175, 3.9836
Si, -6.4273, -3.855, 0.6155
Si, -0.7373, 2.3478, -1.4564
Si, 1.3415, -2.869, 0.7026
Si, -1.0243, 2.4604, 4.4823
Si, -2.0219, 1.9026, -0.8154
Si, -3.1659, 0.8729, -2.5752
Si, 1.214, 0.0199, -3.9076
O, 0.3566, 0.4163, -1.0249
O, -0.1462, 1.1039, 0.096
O, -2.429, 2.9205, 0.5549
O, -4.5669, 2.677, 1.9485
O, -0.7955, 0.2782, -1.811
O, 0.0185, 0.0049, 2.8841
O, -3.1288, 2.2458, -3.4603
O, 0.8528, 0.2685, -2.8503
O, -2.1654, 1.0803, -1.9059
O, 0.1234, 2.2238, -1.2804
O, -0.2092, 1.4712, 3.137
O, 0.423, 0.9237, -1.2616
O, 0.5055, -0.482, 1.3739
O, -5.1401, 2.1381, 0.2891
O, -0.3922, -0.1227, -0.8025
O, 0.3161, -1.6947, -3.4592
O, 2.3616, -2.8142, -0.4269
O, -0.5821, 0.4414, -0.3529
O, 0.1513, 0.8693, 1.0488
O, 4.5706, 1.9015, -3.3315
O, -1.444, 2.505, 0.0904
O, 0.3404, 2.0223, -0.0701
O, 2.2806, 0.6087, 2.3342
O, -1.6928, -1.0813, 0.3381
O, -2.2983, -2.1505, 1.5296
O, 2.5204, 3.0828, 0.5882
O, 0.2886, -0.8863, -4.0666
O, -0.2463, -2.2329, 1.1359
O, -0.4551, -0.3806, 0.378
O, 0.3455, -0.3977, 2.0192
O, 0.0969, 0.0172, 0.212
O, 2.9775, -0.2315, -0.1965
O, -0.0014, -1.9759, 1.7409
O, 0.3962, -0.7276, 0.2909
O, 1.7395, 1.5451, -1.455
O, 1.3411, 2.8241, 0.0535
O, -0.5215, -0.0897, 2.1437
O, -0.7197, 1.0381, 0.8544
O, 2.7514, 0.4352, 0.4247
O, -1.526, -0.1686, -2.5397
O, -1.5727, 0.5927, 0.1764
O, 2.5189, -1.5912, 0.9389
O, 2.2561, 0.3223, 4.0466
O, 1.0141, -0.5445, -0.1277
O, -2.8504, 0.4894, -1.6454
O, -0.4997, 1.099, -0.276
O, -1.6175, 3.6811, 0.9639
O, 1.6149, 2.2929, -1.4613
O, -0.3024, -1.7452, -1.4996
O, -0.4399, -2.5434, -1.8802
O, 1.3942, 1.8493, 3.4066
O, -0.8287, 0.7391, 2.2759
O, 0.9037, -0.4018, 0.7044
O, -1.4304, 0.1285, -0.1513
O, 0.245, -0.0986, 0.0945
O, -2.7821, 0.915, -0.5811
O, -0.5394, 0.4123, 0.1344
O, 2.0674, 1.5513, 0.1567
O, -0.7525, -1.049, -0.3175
O, 1.5427, -1.6681, -0.4943
O, 2.9583, -4.0496, -2.427
O, 0.1039, -2.2201, 0.7796
O, -1.7372, -2.394, 0.8954
O, 1.8383, -1.539, 1.1134
O, 4.3444, 0.038, 3.0523
O, 1.548, -0.6867, 0.3054
O, -1.4105, 0.3265, -1.0403
O, 2.269, -1.4244, 1.2275

The program warned: the forces do not sum to zero within the program's tolerance.
